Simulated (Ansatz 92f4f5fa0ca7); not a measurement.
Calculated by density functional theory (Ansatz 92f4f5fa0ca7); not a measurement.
Periodic cell of 256 atoms, Si144O112, from a study of silicon, its oxide and their interface. The atomic structure is a simulated model.
This geometry differs little from another in the collection (a relaxation step or a small displacement).

Settings
functional: r2SCAN
potential files: Ansatz PAW
basis: plane waves
wave-function cutoff: 800 eV
density cutoff ratio: 5
exchange-correlation grid ratio: 1
k mesh: 1 x 1 x 1, shifted by 0.5 0.5 0 of a step
self-consistency stop: 1e-10 eV per atom in the density residual
occupations: fixed
spin: none
net charge: 0

Cell vectors (angstrom)
a	10.887	0	0
b	0	10.887	0
c	0	0	36.2479

Atoms: element, x, y, z (angstrom)
Si	0.2781	-0.2773	-0.0316
Si	3.1153	2.5516	0.1591
Si	-0.163	5.8048	0.1053
Si	2.5235	8.4197	-0.0827
Si	5.2938	0.3559	0.096
Si	7.8702	2.9963	0.1318
Si	5.7169	5.2255	0.0548
Si	8.5416	7.9625	0.2533
Si	1.4272	1.3418	1.2849
Si	4.2108	4.1073	1.4824
Si	1.4254	6.912	1.3907
Si	4.1081	9.5678	1.2652
Si	6.8029	1.4434	1.5029
Si	9.5477	4.1451	1.326
Si	6.8745	6.7822	1.3904
Si	9.6852	9.5469	1.4833
Si	0.0308	2.7233	2.6293
Si	2.761	0.0021	2.72
Si	0.1082	8.2001	2.8605
Si	2.7561	5.4803	2.7062
Si	5.491	2.7611	2.9076
Si	8.22	0.0255	2.7314
Si	5.4596	8.1853	2.6478
Si	8.2132	5.4416	2.7926
Si	1.3694	4.0889	4.0262
Si	4.0854	1.3542	4.1318
Si	1.446	9.5685	4.1651
Si	4.1122	6.8391	4.062
Si	6.8709	4.114	4.1959
Si	9.5734	1.3991	4.0692
Si	6.8182	9.5296	4.0419
Si	9.5658	6.8205	4.128
Si	0.0216	0.0337	5.4537
Si	2.6999	2.7328	5.4304
Si	0.0235	5.4235	5.4459
Si	2.7704	8.1628	5.4829
Si	5.4635	-0.0246	5.4498
Si	8.2195	2.7134	5.4936
Si	5.4431	5.4772	5.4582
Si	8.1594	8.1767	5.4373
Si	1.3573	1.3909	6.8212
Si	4.0672	4.0859	6.782
Si	1.3717	6.7912	6.8046
Si	4.1074	9.5203	6.8416
Si	6.8248	1.3327	6.8073
Si	9.5581	4.0875	6.8418
Si	6.7955	6.8234	6.8117
Si	9.521	9.5458	6.7806
Si	0.0136	2.7277	8.2058
Si	2.6992	-0.0035	8.1599
Si	-0.0381	8.1512	8.1258
Si	2.7119	5.4211	8.1672
Si	5.4106	2.6848	8.1175
Si	8.1809	-0.0128	8.185
Si	5.4521	8.1597	8.1978
Si	8.128	5.4282	8.1538
Si	1.3636	4.0813	9.5665
Si	4.0627	1.3432	9.5192
Si	1.2957	9.523	9.4861
Si	4.0713	6.775	9.5138
Si	6.7639	4.017	9.4787
Si	9.5293	1.3657	9.5447
Si	6.8132	9.5169	9.546
Si	9.4595	6.8166	9.4951
Si	-0.0397	-0.0205	10.9131
Si	2.718	2.6834	10.9176
Si	-0.0947	5.442	10.8249
Si	2.6585	8.1495	10.7972
Si	5.4391	-0.01	10.8733
Si	8.1076	2.6795	10.8794
Si	5.4067	5.3513	10.8399
Si	8.1195	8.1405	10.9341
Si	1.3718	1.2979	12.272
Si	4.0987	4.0207	12.2773
Si	1.2343	6.8413	12.1203
Si	4.0536	9.471	12.1338
Si	6.794	1.3003	12.2976
Si	9.4165	4.0992	12.1965
Si	6.7422	6.681	12.205
Si	9.4137	9.5768	12.3016
Si	-0.1627	2.622	13.4726
Si	2.8364	-0.0567	13.5883
Si	-0.0415	8.2679	13.5547
Si	2.53	5.3631	13.3846
Si	5.5452	2.7172	13.6833
Si	7.9938	-0.1106	13.8165
Si	5.2515	7.948	13.4468
Si	8.1077	5.4638	13.6773
Si	0.885	4.3056	14.6584
Si	4.1312	1.3781	14.9713
Si	1.5767	9.3489	14.8579
Si	3.527	6.9258	14.7409
Si	7.0823	3.8563	15.0826
Si	9.2434	1.5632	14.9719
Si	6.5256	9.1363	14.9306
Si	9.7158	6.7183	14.8766
Si	11.5951	-10.3036	30.0721
Si	-0.7325	17.5199	20.8997
Si	7.679	-2.7438	21.4005
Si	8.1787	7.6035	17.1786
Si	21.3369	17.6462	26.1373
Si	12.0307	3.8321	34.5521
Si	-0.5104	9.3689	21.8749
Si	-16.7344	-3.9832	25.9537
Si	12.3056	5.4165	19.4854
Si	11.791	-3.8213	28.6793
Si	-1.1357	9.2384	29.5983
Si	8.7699	15.8429	27.6922
Si	-4.561	-39.1187	29.722
Si	5.2092	7.0039	31.1449
Si	6.7788	-1.4636	34.3766
Si	-16.0615	24.9624	20.2127
Si	11.9093	10.8777	19.872
Si	11.3593	-6.6352	29.3267
Si	15.8718	25.7296	27.0549
Si	-10.1074	1.5393	25.0134
Si	5.0667	15.6086	22.7898
Si	30.8441	-20.9495	28.3436
Si	14.4495	5.3931	17.48
Si	26.8791	-0.3727	17.2676
Si	24.3398	13.6319	20.305
Si	14.4898	-23.2595	19.7986
Si	8.9368	13.3024	23.5659
Si	-19.4622	2.9003	16.5974
Si	-3.44	-10.024	21.263
Si	-6.0222	-11.0627	22.381
Si	-4.507	-9.4987	30.0253
Si	3.5968	0.4111	28.8088
Si	-8.6341	13.5271	27.3451
Si	-1.0198	-9.0698	34.4828
Si	11.4759	-1.4942	24.871
Si	17.832	6.7892	23.8967
Si	-7.1132	-13.5685	28.6087
Si	11.3846	0.4731	17.0355
Si	7.4998	-1.0588	19.0939
Si	14.2314	-2.423	23.9288
Si	7.6479	24.3616	26.2009
Si	9.7002	-16.3019	23.6179
Si	11.0658	-18.9812	31.9867
Si	14.1586	6.9431	21.3821
Si	14.1249	13.3218	23.1799
Si	-4.5006	-5.7419	17.9536
Si	15.411	7.1586	34.1325
Si	7.1512	-12.2109	31.4196
O	10.5549	-13.4538	-10.5705
O	-0.1687	-18.0419	-5.5225
O	-14.2821	-12.0152	-3.2701
O	4.418	-12.1509	-12.7341
O	4.1865	1.4529	-0.4263
O	1.3782	-1.3816	-0.5739
O	4.9105	-9.6536	-6.9249
O	-2.468	-8.7452	-1.1573
O	4.1172	9.7863	-7.6617
O	27.9582	-2.6052	-4.9699
O	16.1188	5.3343	-9.9859
O	19.9812	25.7814	-12.8653
O	15.2781	28.5806	-3.7024
O	-2.254	-20.283	26.9317
O	-1.3527	7.0831	16.4776
O	-0.0756	5.5553	14.9205
O	-4.431	12.6744	20.3968
O	8.5413	6.8727	20.8286
O	-8.6713	5.9683	18.1822
O	11.8817	2.4576	26.3363
O	4.134	13.8085	19.8817
O	19.4182	6.5533	23.906
O	10.0832	1.067	16.2867
O	0.0271	-0.186	21.1341
O	11.9127	-0.8143	16.2139
O	7.6521	-5.9767	28.8756
O	10.9577	9.4143	23.3589
O	7.4283	6.3945	17.9667
O	13.0432	12.6733	24.1848
O	3.9068	-3.0269	20.2026
O	-17.662	3.7286	23.6728
O	4.3122	5.9192	22.0342
O	6.8273	19.6736	20.1698
O	-9.7678	-6.9856	16.2309
O	6.454	-21.6742	31.0239
O	26.3123	-14.153	27.3067
O	23.7539	1.2803	20.0081
O	4.5718	11.8866	16.5503
O	4.2789	-11.4264	20.9188
O	-15.7971	-5.2774	30.7827
O	8.7632	9.2102	22.0008
O	14.0365	18.6023	34.8078
O	13.8914	-9.6845	27.5242
O	8.2046	-10.8462	20.0578
O	-0.5133	-8.9711	24.1243
O	9.2489	10.0905	28.2924
O	24.7266	-8.3855	15.1712
O	-2.6868	13.6066	15.5005
O	-4.432	7.426	25.3134
O	5.3394	-1.2588	15.9414
O	8.4476	30.6495	18.165
O	6.0921	-0.1498	35.0097
O	25.7661	-3.6547	24.7585
O	2.705	-2.9884	22.5581
O	-5.2516	-2.5782	34.2396
O	-4.6918	5.3692	23.7318
O	10.6583	27.4741	24.9118
O	-13.2561	-9.2234	22.1888
O	12.9705	6.0514	20.8004
O	23.378	-28.854	19.5452
O	29.5129	13.0681	24.6407
O	-4.0928	14.9789	35.7926
O	-1.7947	-4.4867	26.9955
O	10.9969	10.9409	18.5398
O	-0.3988	5.8257	22.261
O	-3.5424	8.0914	15.8745
O	-6.8038	20.6976	18.3
O	-19.7691	-1.287	19.8023
O	-17.5298	7.3871	29.9134
O	1.1551	14.5424	32.9485
O	13.4521	-2.7623	15.306
O	6.4925	10.6252	18.1014
O	6.4811	-21.8109	22.2386
O	8.4716	-12.6259	30.5779
O	-10.8618	10.0458	30.3909
O	21.7457	8.0874	21.012
O	6.4747	-6.4338	16.481
O	-0.7522	-17.4313	28.2873
O	3.4211	-7.1201	17.3857
O	-5.7565	-17.5144	28.6419
O	-0.1476	-5.039	19.5989
O	13.4756	3.4363	35.126
O	-8.7278	19.8963	24.873
O	-11.9347	-8.6681	32.9028
O	9.5954	-4.0052	35.845
O	12.5869	1.5563	17.2303
O	0.6419	5.2948	35.0053
O	11.9806	-5.1497	29.5899
O	26.6784	16.5983	18.314
O	6.0798	2.7784	26.6556
O	22.3126	-10.8845	25.4913
O	27.613	-6.9833	21.6467
O	13.3205	-7.901	21.8921
O	1.6456	14.1713	28.7232
O	21.2566	0.3247	34.8879
O	26.0552	12.1568	22.7966
O	8.3113	4.0378	26.4469
O	21.3175	-3.0494	29.1556
O	0.7901	17.4145	27.1567
O	5.012	-15.9185	34.9639
O	-8.7246	18.9549	28.6535
O	17.4557	4.0099	19.0977
O	0.0676	-8.0902	35.1838
O	3.8921	16.952	16.0632
O	2.263	-21.4461	29.7183
O	-2.9321	8.8517	35.2875
O	-4.2261	29.493	22.5871
O	18.665	1.2245	29.2264
O	21.4091	1.292	29.0013
O	3.4424	3.5687	26.7603
O	28.2352	2.9733	30.4803
O	11.7552	1.4729	31.3999

Results
free energy: -155989.279 eV
free energy less fixed offsets of O -570.45, Si -639.56 eV per atom: -2.239 eV

Forces (eV/angstrom), in the order of the atoms: element, x, y, z
Si	-0.0086	0.0081	-0.0666
Si	-0.0061	0.0089	-0.0634
Si	0.0123	-0.0088	-0.0574
Si	0.0054	-0.0127	-0.0681
Si	0.0115	-0.0072	-0.0638
Si	0.0048	-0.0125	-0.057
Si	-0.0112	0.0089	-0.0704
Si	-0.0087	0.0143	-0.0716
Si	0.0005	-0.0002	0.002
Si	0.0009	-0.0029	0.0091
Si	-0.0026	0.0032	0.0084
Si	-0.0043	0.0021	0.0074
Si	-0.0019	0.002	0.01
Si	-0.0002	-0.0006	0.0001
Si	0.0011	-0.0036	0.0084
Si	0.0005	-0.0037	0.0105
Si	-0.0004	0.0007	-0.0016
Si	0.0016	-0.0021	0.0013
Si	-0.0013	-0.0008	-0.0007
Si	0.0008	0.0006	-0.0017
Si	-0.0016	0.0023	0.0008
Si	-0.0007	-0.0001	-0.0014
Si	-0.0023	0.0008	-0.0017
Si	0.0008	-0.0001	-0.0005
Si	-0.001	-0.0017	-0.0019
Si	-0.0013	-0.0017	-0.0012
Si	-0.0008	0.002	-0.0003
Si	0.0009	-0.0004	-0.0021
Si	-0.0022	0.0015	0
Si	0.0007	-0.0012	-0.0014
Si	-0.0016	-0.0021	-0.0019
Si	-0.0001	0.0001	-0.0017
Si	-0.0002	-0.001	-0.0019
Si	0.0005	-0.0019	-0.0013
Si	-0.0012	0.0012	-0.0024
Si	-0.0022	-0.0005	-0.0011
Si	-0.0002	0.0021	-0.0019
Si	-0.0022	-0.0001	-0.0015
Si	-0.0017	-0.0014	-0.0024
Si	-0.0002	-0.0018	-0.0019
Si	0.0004	0.0002	-0.0021
Si	-0.0017	-0.0023	-0.0023
Si	-0.0004	-0.0009	-0.0024
Si	-0.0016	-0.0034	-0.0019
Si	-0.0015	0.0008	-0.0016
Si	-0.0012	-0.0005	-0.0021
Si	-0.0004	-0.0013	-0.0019
Si	-0.0011	-0.0008	-0.0018
Si	-0.0016	-0.002	-0.0023
Si	-0.0013	0	-0.0021
Si	0.0007	-0.0012	-0.0022
Si	-0.0013	-0.0002	-0.0023
Si	-0.0001	0.0009	-0.0018
Si	-0.0006	-0.0021	-0.0027
Si	-0.0014	-0.0007	-0.0033
Si	0.0002	-0.0021	-0.0018
Si	0.0012	-0.0028	-0.004
Si	-0.0012	-0.0003	-0.0018
Si	-0.0011	-0.0018	-0.0029
Si	-0.0019	-0.0007	-0.0024
Si	-0.0014	-0.0004	-0.0032
Si	0.0011	0.0014	-0.0012
Si	0.0012	-0.0016	-0.0012
Si	-0.0028	0.001	-0.0033
Si	-0.002	-0.0004	-0.0012
Si	-0.0027	0.0015	-0.003
Si	0.0003	-0.0001	-0.0001
Si	-0.0017	-0.0002	-0.0011
Si	-0.0019	-0.0031	0.0023
Si	-0.0012	-0.0003	-0.0021
Si	0.0014	-0.0033	-0.0008
Si	0.001	-0.0005	-0.0028
Si	0.0034	0.0018	-0.0009
Si	-0.0051	-0.0045	-0.0011
Si	-0.0002	0.0003	-0.0065
Si	0.0019	0.0014	-0.0021
Si	-0.0021	-0.0001	-0.0036
Si	-0.0019	-0.0016	-0.0069
Si	-0.0015	0.0049	-0.0013
Si	-0.0047	-0.0023	-0.002
Si	0.0034	-0.0025	0.0082
Si	-0.0014	0.0047	0.0075
Si	-0.0063	0.0009	0.0085
Si	-0.0032	-0.0007	0.0068
Si	0.0006	0.0025	0.0074
Si	0.0006	0.0003	0.0015
Si	-0.0023	-0.002	0.0063
Si	-0.0021	0.001	0.0036
Si	-0.0176	0.0165	-0.0117
Si	-0.0104	0.0039	-0.0277
Si	0.0063	-0.0027	-0.0214
Si	-0.0003	0.0111	-0.0259
Si	0.0045	-0.0076	-0.0353
Si	-0.0137	-0.0075	-0.0254
Si	0.0017	0.0004	-0.0105
Si	0.0173	-0.017	-0.0166
Si	-0.0066	0.0042	-0.0031
Si	-0.0093	0.0109	0.0504
Si	0.0003	-0.011	0.0531
Si	0.0069	-0.005	0.0036
Si	0.0092	-0.0019	0.0597
Si	-0.0104	-0.0169	-0.1117
Si	0.0035	-0.0113	0.0557
Si	-0.0037	0.0006	0.0639
Si	-0.0068	-0.006	0.0388
Si	-0.0036	-0.0015	0.0188
Si	-0.0028	0.004	-0.0028
Si	0.0044	-0.0063	0.0323
Si	0.0035	-0.0008	0.0047
Si	-0.0049	-0.0062	-0.0398
Si	0.0055	-0.0037	-0.1047
Si	0.0015	-0.0095	0.0439
Si	0.0107	-0.0088	0.0446
Si	-0.0042	-0.0019	0.009
Si	-0.0029	-0.0081	0.0363
Si	-0.0067	0.0052	0.059
Si	0.0034	0.0023	0.0636
Si	0.0039	-0.0033	0.0205
Si	-0.0028	-0.008	0.0035
Si	-0.0034	-0.0018	-0.0055
Si	0.0105	0.0023	0.0279
Si	-0.0057	-0.002	0.0391
Si	0.0083	0.0086	0.0653
Si	-0.0012	0.0013	0.0189
Si	-0.0017	0.015	0.0467
Si	-0.003	0.0085	0.0552
Si	0.0017	-0.006	-0.0037
Si	0.0004	0.0024	0.0139
Si	0.006	0	0.0335
Si	0.0162	0.0272	-0.1017
Si	-0.0028	-0.0005	0.0643
Si	0.0057	-0.0082	0.057
Si	-0.0049	-0.008	0.0211
Si	0.0003	0.0005	-0.0144
Si	-0.0006	0.0028	0.0308
Si	0.0016	-0.0042	0.0637
Si	0.0104	-0.004	0.0498
Si	-0.0083	-0.0072	0.066
Si	0.0089	0.0121	-0.0762
Si	0.0047	0.0024	0.0553
Si	0.0046	-0.0077	0.0609
Si	0.0045	-0.0032	0.008
Si	0.0022	-0.0078	-0.1257
Si	0.0134	0.003	-0.0521
O	0.0041	0.0087	-0.0223
O	0.0091	-0.0164	0.0182
O	-0.0143	-0.0062	0.0645
O	0.0093	0.0117	-0.0259
O	0.0015	-0.0026	0.0256
O	-0.0025	0.0012	0.0414
O	-0.0002	-0.005	0.0015
O	-0.0326	0.0165	0.0616
O	0.0066	0.0012	-0.0081
O	-0.0016	0.0012	0.022
O	0.0029	0.0121	-0.0232
O	0.0008	0.0017	-0.0184
O	0.0008	0.0095	0.0717
O	-0.0022	0.0095	-0.0279
O	0	0.002	0.0159
O	0.0013	-0.0062	0.0055
O	-0.0043	0.0042	-0.0201
O	0.0014	0.0007	-0.0114
O	0.0105	0.0007	-0.0212
O	-0.0041	-0.0035	-0.0268
O	-0.002	0.0002	-0.0149
O	-0.003	0.0025	-0.0209
O	0.0142	-0.0037	0.0223
O	0.0055	0.0127	-0.0249
O	-0.0056	0.0115	0.0225
O	0.0023	-0.0014	-0.0034
O	-0.0088	0.0042	-0.0479
O	-0.0042	-0.0006	-0.003
O	0.0172	0.0059	-0.0411
O	0.0013	0.0085	-0.0264
O	0.0003	-0.0015	-0.0217
O	-0.0113	0.0074	-0.0345
O	-0.0081	0.0054	-0.0292
O	-0.0002	0.0025	0.0092
O	-0.0018	-0.002	0.0046
O	-0.0007	-0.0059	-0.0218
O	-0.0048	-0.0037	-0.0201
O	0.0035	-0.0038	0.0181
O	-0.0082	-0.0088	-0.0317
O	-0.0021	0.0023	0.0061
O	-0.0038	0.0015	-0.0184
O	-0.0292	0.0205	0.076
O	-0.0051	0.0024	-0.0147
O	0.0062	-0.0051	-0.0225
O	-0.0094	0.0009	-0.0227
O	-0.0001	-0.0019	-0.0056
O	0.0011	0.001	0.0024
O	-0.0025	0.0053	0.0066
O	0.0045	0.0032	-0.0265
O	-0.0065	0.0143	0.0176
O	0.0039	-0.0003	-0.0085
O	-0.0206	0.0199	0.0646
O	-0.0036	0.0087	-0.0368
O	0.0024	-0.0087	-0.041
O	0.0096	0.0016	0.0541
O	-0.0076	-0.007	-0.0204
O	-0.0036	-0.0017	-0.0344
O	-0.0109	-0.0141	-0.0382
O	-0.0079	-0.0086	-0.0222
O	-0.0025	0.0082	-0.0136
O	0.0049	-0.0054	-0.0383
O	-0.0004	0.0007	0.0327
O	0.0031	0.0066	-0.0225
O	-0.01	-0.0016	-0.0095
O	0.0101	0.0096	-0.0398
O	0.0085	-0.0074	0.0057
O	0.0087	0.001	-0.0221
O	0.0029	0.0098	-0.0171
O	0.0039	0.0029	0.0017
O	0.005	0.0114	0.0609
O	-0.0019	-0.0034	0.0028
O	-0.0038	-0.0013	-0.0079
O	0.0066	0.0042	-0.0176
O	-0.0089	0.0037	0.0114
O	0.003	0.0042	0.0045
O	-0.0021	0.0002	-0.0116
O	-0.0091	0.0106	0.0262
O	-0.0066	0.0056	-0.0033
O	-0.0048	0.0078	-0.0051
O	0.0021	0.0015	-0.0146
O	0.006	-0.0065	-0.0268
O	0.0204	-0.018	0.0619
O	0.0056	0.0018	-0.0216
O	-0.0189	-0.0199	0.0644
O	-0.0025	0.0007	0.0318
O	-0.0037	-0.0035	-0.004
O	-0.0173	0.0234	0.0598
O	0.0008	0.002	-0.003
O	0.0035	0.0039	-0.0049
O	0.0031	0.0006	-0.0139
O	0.0013	-0.008	-0.0237
O	0.0039	-0.0148	-0.0307
O	-0.008	0.0079	-0.0398
O	0.0035	-0.0025	-0.0135
O	0.0208	-0.027	0.0603
O	0.003	-0.0015	-0.0207
O	-0.0016	-0.0028	-0.0252
O	0.0022	-0.0058	-0.0049
O	-0.0074	0.0082	-0.0234
O	0.0207	-0.0282	0.0733
O	0.0012	0.0012	-0.0061
O	0.0058	0.0104	-0.0177
O	-0.0009	-0.0022	0.0547
O	0.0014	-0.0108	0.0194
O	0.0079	0.0037	-0.0006
O	0.0219	-0.0216	0.0667
O	0.0031	0.0153	-0.0328
O	-0.0041	-0.0019	0.0105
O	0.0042	0	-0.0042
O	0.0019	0.0028	-0.0232
O	-0.0003	0.0063	-0.0002
O	-0.0039	-0.0016	0.0051

The program warned: the cutoff lies below the one the program advises for these potential files; the forces do not sum to zero within the program's tolerance; empty levels may hold ghost states of the PAW files; the exchange-correlation potential is rough where the density is thin.
